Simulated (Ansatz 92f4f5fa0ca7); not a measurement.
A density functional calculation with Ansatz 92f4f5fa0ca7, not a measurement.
Periodic cell of 430 atoms, Si266O164, from a study of silicon, its oxide and their interface. The atomic structure is a simulated model.
Doubt: the cutoff is far below the 930 eV that the study's wrapper takes by default for these files, so forces and energies are approximate.
This geometry differs little from another in the collection (a relaxation step or a small displacement).

Settings
functional: PBE
potential files: Ansatz PAW
basis: plane waves
wave-function cutoff: 580 eV
density cutoff ratio: 5
exchange-correlation grid ratio: 1
k mesh: 1 x 1 x 1, Gamma-centred
self-consistency stop: 5e-08 eV per atom in the density residual
occupations: fixed
spin: none
net charge: 0

Cell vectors (angstrom)
a 15.4687 0 0
b 0 12.8259 0
c 0 0 37.7624

Atoms and the computed forces on them: element, x, y, z (angstrom), force x, y, z (eV/angstrom)
Si -0.031 1.165 35.088 0.001 -0.001 -0.001
Si 3.865 1.164 35.089 0.002 0.001 -0.001
Si 7.749 1.172 35.057 0 -0.001 -0.001
Si 11.593 1.173 35.089 0 -0.002 -0.001
Si 1.926 7.571 35.108 0 0 -0.001
Si 5.813 7.575 35.071 -0.001 -0.002 -0.001
Si 9.695 7.577 35.106 0.001 0 0.001
Si 13.52 7.571 35.091 -0.003 -0.001 0
Si 1.934 5.247 35.496 -0.044 -0.078 -0.038
Si 5.801 5.247 35.496 -0.103 -0.055 -0.216
Si 9.668 5.247 35.496 0.228 -0.092 -0.477
Si 13.535 5.247 35.496 -0.055 0.064 -0.02
Si 0 11.66 35.496 0.182 0.069 0.505
Si 3.867 11.66 35.496 0 -0.094 0.086
Si 7.734 11.66 35.496 0.07 -0.042 -0.181
Si 11.602 11.66 35.496 -0.125 0.061 0.218
Si 0 4.664 36.732 0.03 -0.008 -0.019
Si 3.867 4.664 36.732 0.004 -0.036 -0.044
Si 7.734 4.664 36.732 -0.044 -0.112 -0.125
Si 11.602 4.664 36.732 -0.001 -0.081 -0.06
Si 1.934 11.077 36.732 -0.049 0.1 0.08
Si 5.801 11.077 36.732 -0.013 0.033 -0.01
Si 9.668 11.077 36.732 0.028 0.049 0.019
Si 13.535 11.077 36.732 0.011 -0.01 -0.013
Si 0 2.332 37.145 -0.093 -0.011 0.051
Si 3.867 2.332 37.145 0.052 -0.007 0.051
Si 7.734 2.332 37.145 0.02 -0.062 -0.124
Si 11.602 2.332 37.145 -0.045 0.016 0.075
Si 1.934 8.745 37.145 -0.048 0.023 0.116
Si 5.801 8.745 37.145 0.031 -0.024 -0.077
Si 9.668 8.745 37.145 0.09 0.054 0.159
Si 13.535 8.745 37.145 -0.04 0.028 0.038
Si 1.934 1.749 0.619 0.03 -0.053 -0.014
Si 5.801 1.749 0.619 -0.033 0.009 -0.021
Si 9.668 1.749 0.619 0.003 0.005 -0.008
Si 13.535 1.749 0.619 0.016 0.01 0.008
Si 0 8.162 0.619 0.047 0.025 -0.012
Si 3.867 8.162 0.619 -0.05 0.004 -0.027
Si 7.734 8.162 0.619 -0.014 -0.006 -0.027
Si 11.602 8.162 0.619 0.016 0.034 0.02
Si 0 5.83 1.031 -0.017 -0.004 0.004
Si 3.867 5.83 1.031 -0.009 0.004 0.002
Si 7.734 5.83 1.031 0.034 0.049 0.022
Si 11.602 5.83 1.031 -0.005 0.023 0.027
Si 1.934 12.243 1.031 0.063 -0.015 0.035
Si 5.801 12.243 1.031 0.015 0.005 0.01
Si 9.668 12.243 1.031 -0.04 -0.014 0.021
Si 13.535 12.243 1.031 -0.002 0.002 0.015
Si 1.934 5.247 2.268 0.022 -0.018 0.011
Si 5.801 5.247 2.268 -0.082 -0.001 0.073
Si 9.668 5.247 2.268 -0.03 -0.023 -0.123
Si 13.535 5.247 2.268 0.107 0.011 -0.043
Si 0 11.66 2.268 -0.058 0.052 0.142
Si 3.867 11.66 2.268 -0.022 -0.005 -0.029
Si 7.734 11.66 2.268 0.015 -0.02 -0.087
Si 11.602 11.66 2.268 0.033 0.019 0.031
Si 1.934 2.915 2.68 -0.037 0.131 0.095
Si 5.801 2.915 2.68 0.022 -0.031 -0.042
Si 9.668 2.915 2.68 0.004 -0.01 0.034
Si 13.535 2.915 2.68 -0.018 -0.012 0.021
Si 0 9.328 2.68 -0.059 -0.066 -0.036
Si 3.867 9.328 2.68 0.054 -0.017 -0.011
Si 7.734 9.328 2.68 0.016 0.009 0.018
Si 11.602 9.328 2.68 -0.007 -0.011 0.022
Si 0.165 -0.16 28.806 0.003 -0.005 0
Si 3.775 -2.37 28.794 0 -0.006 0
Si 1.48 2.883 25.522 0.002 -0.002 0
Si 12.962 -0.755 27.495 0.001 -0.003 -0.003
Si 1.56 6.764 28.379 0.002 0.008 0.005
Si 5.874 6.596 28.848 -0.02 0.009 -0.002
Si 7.995 4.655 25.559 -0.002 0 0.002
Si 13.834 6.996 28.331 -0.002 0.007 0.004
Si 1.691 3.742 28.612 -0.001 0.002 0.01
Si 5.442 3.566 28.94 0.003 -0.003 0.001
Si 8.67 5.71 28.173 -0.004 -0.002 0.001
Si 11.552 1.676 28.165 -0.002 0.004 0
Si 0.042 10.407 29.225 0.002 0.001 0.002
Si 3.264 12.731 28.543 -0.004 0 -0.005
Si 8.096 11.38 28.712 0 0 0.003
Si 11.964 11.31 29.454 0.007 0.004 0.003
Si -0.225 3.563 30.024 0.007 0.001 0
Si 3.502 3.219 30.12 -0.004 0.001 0.003
Si 7.509 3.449 30.05 0.006 -0.002 0.001
Si 13.065 4.133 29.2 -0.005 -0.001 -0.001
Si 2.013 9.814 30.242 -0.005 0.003 -0.004
Si 5.665 9.921 30.145 0.003 -0.006 -0.006
Si 9.863 10.465 29.918 -0.01 0.001 0.007
Si 13.606 10.027 30.469 0.001 0.003 -0.002
Si -0.071 1.263 30.636 -0.001 0.001 0.001
Si 3.746 0.974 30.619 -0.001 0.001 0.001
Si 7.768 1.113 30.512 -0.008 0.001 -0.009
Si 11.598 0.645 30.366 -0.003 -0.002 -0.002
Si 1.944 7.528 30.581 -0.004 0.001 0
Si 5.846 7.627 30.877 -0.002 0.004 -0.007
Si 9.737 7.36 30.386 0.01 -0.006 -0.01
Si 13.539 7.719 30.564 -0.007 -0.005 -0.001
Si 1.836 0.557 31.885 -0.002 -0.001 -0.001
Si 5.791 0.593 31.773 0.003 -0.007 0.003
Si 9.686 0.588 31.778 0.002 -0.002 0.003
Si 13.487 0.637 31.821 0.002 -0.002 -0.004
Si -0.013 7.022 31.788 0.004 0.002 0.001
Si 3.839 6.898 31.835 0 -0.004 0.003
Si 7.845 6.942 31.829 -0.002 -0.002 0.008
Si 11.63 7.038 31.748 0.001 0.003 -0.003
Si 0.005 4.679 32.134 -0.001 -0.002 0.001
Si 3.814 4.549 32.13 -0.002 -0.001 0
Si 7.719 4.584 32.156 -0.001 0.002 0.001
Si 11.72 4.72 32.059 -0.002 -0.004 0
Si 1.915 11.056 32.254 0.003 -0.001 0.002
Si 5.793 11.091 32.196 -0.003 0.005 0.001
Si 9.675 11.107 32.202 0.004 0 -0.006
Si 13.6 11.184 32.441 -0.006 -0.002 0
Si 1.909 4.077 33.425 0.002 0 -0.002
Si 5.776 4.055 33.411 -0.001 0.003 0.001
Si 9.731 4.093 33.327 0 0 0
Si 13.556 4.113 33.415 0.001 0.001 -0.002
Si 0.044 10.441 33.529 0.003 0.002 0.001
Si 3.871 10.479 33.444 -0.002 -0.001 -0.002
Si 7.74 10.471 33.415 0.001 0 0.001
Si 11.592 10.505 33.459 0 -0.001 0
Si 1.911 1.755 33.897 -0.001 0.002 0
Si 5.795 1.744 33.844 -0.002 0 0.001
Si 9.695 1.78 33.817 -0.001 0.002 0
Si 13.504 1.802 33.861 -0.001 0.004 0.003
Si -0.009 8.122 33.878 0.002 -0.001 0.001
Si 3.843 8.127 33.859 0 0.002 0.001
Si 7.791 8.138 33.864 0.001 -0.001 -0.002
Si 11.6 8.169 33.837 0.002 0 -0.001
Si 0 2.332 3.917 0.04 0.184 0.288
Si 3.867 2.332 3.917 0.189 0.023 0.207
Si 7.734 2.332 3.917 -0.192 -0.103 -0.184
Si 11.602 2.332 3.917 -0.017 -0.009 -0.075
Si 1.934 8.745 3.917 -0.029 -0.093 0.172
Si 5.801 8.745 3.917 -0.17 -0.081 -0.202
Si 9.668 8.745 3.917 -0.017 0.07 -0.2
Si 13.535 8.745 3.917 0.223 0.127 -0.106
Si 1.944 6.4 4.339 -0.002 -0.001 0
Si 5.781 6.414 4.345 -0.001 0.001 0.001
Si 9.653 6.419 4.31 0 -0.001 0
Si 13.559 6.417 4.324 0 0.001 0.001
Si 0.002 12.838 4.351 0 0 0.002
Si 3.865 12.832 4.32 -0.002 0 0.002
Si 7.729 12.825 4.317 0.001 0 0.001
Si 11.608 12.825 4.337 0 0 0.002
Si 0.016 5.848 5.593 0.002 0 0.002
Si 3.859 5.788 5.608 0.002 0 0
Si 7.728 5.813 5.542 0.001 -0.001 0
Si 11.601 5.849 5.499 -0.003 0 -0.001
Si 1.949 12.224 5.568 0.001 -0.001 -0.001
Si 5.792 12.234 5.541 0.001 -0.001 -0.002
Si 9.658 12.256 5.552 -0.002 -0.002 -0.002
Si 13.537 12.305 5.622 -0.001 -0.001 0.001
Si -0.008 3.504 6.032 0 0.001 0.001
Si 3.939 3.463 6.032 0.001 -0.001 0.003
Si 7.707 3.49 5.954 -0.001 0 0.001
Si 11.587 3.528 5.952 -0.002 0.001 0.002
Si 1.941 9.895 6.01 0.001 0 0
Si 5.73 9.9 5.953 -0.004 0.002 0
Si 9.659 9.932 5.944 -0.001 0.001 0
Si 13.635 9.972 5.936 0.003 0.001 -0.001
Si 1.982 2.905 7.218 0.002 -0.001 0
Si 5.892 2.896 7.355 -0.002 0.001 -0.002
Si 9.634 2.9 7.128 0.001 0.005 0.001
Si 13.456 2.971 7.261 0 0.001 0.001
Si 0.029 9.402 7.316 0 -0.003 0.002
Si 3.847 9.195 7.239 -0.001 0.002 -0.005
Si 7.671 9.305 7.092 0.005 -0.003 0
Si 11.683 9.464 7.072 -0.005 0.001 0.003
Si 0.072 7.008 7.671 -0.003 0.004 -0.001
Si 3.821 6.874 7.724 0.002 -0.003 0.003
Si 7.727 6.998 7.573 0 0.002 0.002
Si 11.659 7.16 7.438 0.002 -0.001 0.002
Si 1.939 13.414 7.612 -0.002 0.003 -0.003
Si 5.858 13.372 7.606 -0.003 -0.001 0.001
Si 9.638 13.407 7.621 -0.001 0.001 -0.002
Si 13.397 13.481 7.725 -0.002 -0.001 -0.002
Si 1.904 6.242 9.048 0.001 -0.008 -0.007
Si 5.828 6.304 8.845 -0.002 0.001 -0.003
Si 9.76 6.974 8.773 -0.002 -0.001 -0.006
Si 13.516 6.535 8.743 0.003 -0.002 0.007
Si -0.055 13.058 8.852 0.003 -0.003 0.004
Si 3.92 12.679 8.713 0 0.001 0.001
Si 7.735 10.349 9.175 0.002 -0.003 0.003
Si 11.438 12.898 9.039 0.003 -0.003 0.002
Si 2.055 3.841 9.384 0.002 0.001 0
Si 6.006 4.072 9.491 -0.001 -0.002 0.001
Si 7.672 3.963 11.268 -0.003 0 -0.001
Si 13.214 4.27 9.254 0.005 0.007 0
Si -0.091 10.735 9.352 0 0.001 0.001
Si 3.848 10.448 9.224 0.001 -0.002 0.007
Si 7.757 12.723 8.87 -0.001 0 0.002
Si 11.574 10.462 9.194 0.001 -0.002 0
Si 0.241 2.871 10.558 -0.004 0 -0.002
Si 4.098 3.465 10.753 -0.002 0.004 0.002
Si 10.904 0.782 11.361 0.007 -0.005 0.005
Si 10.094 4.797 9.648 0.008 -0.007 0.001
Si 1.889 10.401 10.557 -0.008 0.021 -0.013
Si 5.798 9.81 10.421 -0.001 0.007 -0.002
Si 9.963 8.839 12.098 0.003 0.002 0.002
Si 13.477 9.967 10.58 0 -0.008 0.003
Si 1.373 2.374 13.503 -0.001 0 -0.003
Si 2.411 -0.644 13.185 -0.003 -0.002 -0.003
Si 7.813 0.764 11.072 -0.001 -0.002 0
Si 12.374 -1.835 12.387 0.009 -0.005 -0.002
Si 1.368 7.336 11.112 -0.008 -0.008 0.002
Si 5.716 7.538 10.808 0.002 -0.002 0.001
Si 9.69 9.134 9.833 0.001 0.009 0
Si 13.679 7.578 10.84 -0.001 0.012 -0.019
O 9.322 13.126 11.624 -0.003 0.003 -0.003
O 4.015 12.56 12.951 0 0.001 0
O 0.36 3.433 20.002 0 0 0
O 14.446 -0.019 27.652 -0.003 0.002 -0.001
O 0.034 14.102 10.167 -0.002 0 -0.001
O 10.273 7.298 12.607 -0.002 0.001 0
O 7.39 6.744 28.227 -0.001 -0.002 0
O 2.159 5.259 28.198 -0.001 -0.002 -0.002
O 10.077 -1.188 14.937 -0.002 0.001 0
O 1.999 11.204 14.438 0 0 0.001
O 9.147 4.623 10.971 0 0.001 0.002
O 11.168 9.887 12.404 -0.004 -0.002 -0.001
O 11.899 12.509 12.027 -0.004 0.004 -0.002
O 9.458 3.753 8.549 0.001 -0.002 -0.002
O 12.744 6.802 11.945 -0.003 -0.005 0.008
O 3.868 4.534 11.98 0.001 -0.001 -0.002
O 6.173 10.056 12.078 -0.001 0.003 0.001
O 6.409 13.064 11.811 0.001 0 0.001
O 1.881 11.454 11.821 0.002 0.001 0.004
O 15.734 2.563 14.661 0 0 0
O 11.254 2.219 12.126 -0.002 0.001 0
O 11.383 13.577 16.605 0 0.001 -0.001
O 1.873 8.883 11.159 0.014 -0.004 0.006
O 1.666 13.613 13.371 0.001 -0.001 0.001
O 15.426 6.687 28.083 0.003 -0.002 -0.003
O 3.999 0.561 27.247 -0.004 -0.002 0.002
O 8.989 0.635 25.68 0 0 -0.002
O 4.72 7.604 28.301 0.004 0.005 -0.032
O 7.405 11.717 24.51 -0.001 0.001 0
O 1.523 2.964 27.159 -0.002 -0.004 -0.008
O 13.405 8.079 27.128 -0.002 -0.004 0
O 3.837 9.758 27.253 0 -0.004 0.002
O 6.486 5.343 25.582 -0.003 0.002 -0.003
O 8.114 3.106 26.115 0 0 -0.001
O 5.612 2.609 27.614 -0.001 0.001 -0.001
O 10.53 2.604 24.95 0.002 0.001 -0.002
O -0.119 -3.065 27.687 0.003 0.001 0.001
O 2.276 7.653 27.2 0.012 0.001 -0.002
O -2.355 10.759 26.504 -0.002 0.002 -0.001
O 15.481 3.302 24.912 -0.001 0.001 0
Si 9.406 11.112 18.311 -0.001 0 0.001
Si 10.79 -0.471 22.438 -0.001 0.001 -0.002
Si 6.741 4.427 14.302 0 -0.002 0
Si 7.817 3.549 22.831 -0.001 0 -0.001
Si 13.151 5.882 19.427 -0.001 0.001 0
Si 11.586 2.059 23.824 -0.002 0.001 -0.001
Si 6.594 7.446 15.51 0 0.004 0.002
Si 5.406 7.25 20.38 -0.001 0 -0.001
Si 14.773 8.492 16.697 -0.001 0.001 0.001
Si 1.38 -0.36 18.327 -0.001 0 0.001
Si 5.414 9.784 18.828 0 0 0
Si 11.771 7.931 15.637 0.001 -0.001 0
Si 7.791 -0.428 25.933 -0.002 -0.001 0.002
Si 7.968 11.224 23.061 -0.002 0.001 -0.001
Si 11.526 10.85 15.096 0 0 0
Si 14.157 9.472 26.605 0.001 -0.001 0.001
Si 14.93 5.505 16.911 0.001 0 0.002
Si 1.549 8.829 21.732 0 0 -0.002
Si -1.078 3.331 20.745 -0.001 0 -0.002
Si 6.957 8.185 22.748 -0.001 0 -0.001
Si 13.424 10.945 21.485 -0.001 0 -0.002
Si 3.274 1.88 19.112 -0.001 0.001 -0.001
Si 3.431 4.463 23.594 0.001 0.001 0
Si 7.804 5.918 21.182 0 0.001 -0.002
Si -0.887 2.592 23.741 0 0.001 -0.002
Si 14.292 3.236 14.897 -0.001 0.001 0
Si 9.233 8.055 17.341 0.001 0 0.001
Si 3.831 8.129 27.055 0.012 -0.016 0.015
Si 5.273 1.353 26.647 0.002 -0.001 0.001
Si -3.539 12.357 17.554 0 -0.001 0.001
Si 11.578 6.387 13.01 0.001 0.001 0.001
Si 3.059 10.855 20.104 -0.001 0.001 -0.001
Si 8.703 12.218 15.618 0 -0.002 -0.001
Si -0.053 10.299 23.912 0 -0.001 0.001
Si 3.46 7.053 13.103 -0.004 -0.002 0.002
Si 8.047 2.222 16.156 -0.001 0 0.002
Si 21.427 13.666 18.014 -0.002 0 0.002
Si 5.234 14.888 23.602 -0.003 0.001 0
Si 4.095 9.002 15.395 -0.001 0 0.001
Si 11.912 2.232 16.174 -0.002 0 0.001
Si 14.468 8.671 19.822 -0.001 -0.001 0
Si 1.073 0.349 23.939 0.001 0 0
Si -1.291 0.468 19.599 0 0 0
Si 5.498 6.488 24.89 -0.007 0.003 0.007
Si 9.443 2.137 26.085 -0.003 0 0.002
Si 5.99 11.148 16.221 -0.001 0 0.001
Si 1.539 10.453 15.838 -0.001 0.001 -0.001
Si 10.232 3.304 18.202 -0.002 0.001 0.002
Si 4.787 13.377 11.746 -0.004 -0.002 -0.001
Si 7.144 8.903 12.763 -0.001 0 -0.001
Si 11.76 3.249 13.319 0 0.002 0
Si 3.866 4.274 13.607 -0.001 0 0
Si 7.191 11.717 20.23 -0.001 0 0
Si 1.371 4.278 19.056 0 -0.001 0
Si 10.001 6.02 19.29 0 0 0
Si 3.46 13.291 21.809 -0.001 0.001 -0.002
Si 2.614 6.027 21.193 -0.001 0.001 -0.003
Si 10.219 2.204 21.262 -0.001 -0.001 -0.002
O 14.486 4.724 15.548 0 -0.001 -0.001
O 11.356 2.737 22.331 0 0.001 0.001
O 14.78 8.999 18.254 -0.001 0 -0.003
O 13.399 3.309 13.511 -0.001 0 0.001
O 10.891 11.689 18.609 -0.001 0 0
O 8.637 11.146 19.727 0 0 0
O 6.74 12.981 19.296 0 0 0
O 12.036 6.773 14.526 -0.002 0 0
O 13.615 5.626 17.882 0 0 -0.001
O 0.603 11.7 24.477 -0.001 0.001 -0.001
O 13.522 2.229 15.928 0 0 -0.001
O 11.678 3.221 17.452 0.001 -0.001 -0.002
O 4.874 10.449 15.263 0 0 0
O 4.477 7.167 11.824 0.001 0.002 -0.001
O 6.49 0.305 26.546 0 0.001 -0.001
O 9.41 9.655 17.584 -0.001 0 -0.001
O 9.217 2.505 17.24 -0.002 -0.001 -0.002
O 14.842 9.361 25.129 0.001 0.002 -0.003
O 8.814 2.701 21.893 0 0.001 0
O 15.82 8.916 20.661 -0.002 0 0
O 11.581 6.279 19.523 -0.001 -0.001 0
O 1.638 11.428 19.566 -0.001 0 0
O 2.152 12.989 22.733 -0.001 0 0
O 4.774 13.596 22.729 0 0.001 0.001
O 14.223 -0.65 20.774 -0.001 -0.001 0
O 18.052 0.719 18.197 0 -0.001 0
O 13.074 2.455 24.328 -0.001 0.001 0
O 4.557 7.488 25.772 -0.004 -0.002 0.008
O 6.185 10.447 20.093 -0.001 0 0
O 7.23 4.556 12.737 0.002 -0.001 -0.003
O 0.665 4.686 17.647 -0.001 0 -0.001
O 4.406 5.711 23.972 0.003 -0.003 0.004
O 14.581 3.449 22.358 -0.001 0 0.001
O 7.742 3.484 15.175 0 0 0
O 9.278 5.496 20.651 -0.002 0 0.001
O 14 7.128 20.034 -0.001 0 0
O 6.266 10.101 17.471 -0.001 0 -0.001
O 6.475 7.552 24.159 0.001 0 -0.002
O 5.199 8.198 19.077 -0.001 0 0
O 14.2 10.58 22.868 -0.001 0 0
O 1.98 7.297 21.968 -0.001 -0.002 0
O 2.567 3.931 24.878 0 0.001 -0.001
O 6.809 2.429 23.448 -0.002 0 0
O 2.677 3.232 13.98 0 0 0.001
O 8.472 13.781 15.202 -0.001 0.001 0
O 3.93 10.464 18.782 -0.001 0 -0.001
O 9.21 7.361 18.816 -0.001 0 -0.001
O 3.093 1.638 20.726 0 -0.001 0.001
O 3.871 11.973 20.958 -0.001 -0.001 0.001
O 10.266 13.391 21.271 -0.001 0 0.001
O 7.302 12.069 21.82 0 0 0
O -2.07 4.54 20.304 0 -0.001 0
O 4.13 6.299 20.671 -0.001 0 0.001
O 5.449 12.52 16.944 0 0 -0.001
O -1.695 1.888 20.288 -0.001 0.001 0.001
O 1.761 5.643 19.859 0 0 0.001
O 6.686 8.454 14.237 0 0.001 0.001
O 7.066 4.647 21.897 0 0 0
O 4.36 3.279 23.016 -0.001 0.001 0.002
O 3.596 8.447 13.939 0 0 0.001
O 5.687 8.158 21.718 0 0 0.001
O 7.859 7.715 16.52 -0.001 -0.001 -0.001
O 15.608 9.569 15.773 0 0 0
O 13.115 0.095 18.451 -0.002 0 -0.001
O 12.699 11.167 13.989 -0.004 0.001 -0.002
O 9.761 4.851 18.19 -0.001 0 -0.001
O 11.134 9.278 14.999 -0.001 0.001 -0.001
O -0.009 7.01 16.544 -0.001 0 0
O 13.202 8.327 16.289 0 -0.001 -0.001
O 2.679 3.355 18.756 -0.001 0 0
O 6.679 5.897 15.013 0 -0.002 0
O 6.724 6.345 20.037 -0.001 0 0
O 13.346 9.684 20.442 -0.001 0.001 0.001
O 15.565 0.527 18.763 0 0 0
O 8.501 4.487 24.008 0 0.001 0.001
O 9.582 11.431 23.013 0.002 0 0
O 5.257 3.728 14.266 0 0 0.001
O 4.829 1.791 18.684 -0.001 0 0
O 10.591 7.428 16.651 -0.001 0 0
O 1.744 1.313 25.091 -0.001 0 0.001
O 7.59 9.652 22.941 -0.002 -0.003 0
O 5.096 7.87 16.095 -0.001 0 0
O 7.327 11.372 15.286 -0.001 0 0
O -3.176 11.17 16.502 0 0 0.001
O -2.412 5.533 28.304 -0.001 -0.002 -0.003
O 11.268 4.779 12.974 -0.001 -0.002 0
O -0.266 1.115 23.396 -0.001 0 0
O 3.713 5.816 14.149 0 0 0
O 4.888 14.703 25.17 -0.001 0.002 -0.003
O 8.749 12.171 17.256 -0.001 0 -0.001
O 11.433 0.435 23.648 -0.001 -0.001 0
O 8.105 7.186 22.165 -0.002 0 0.001
O 2.504 4.853 22.317 0.001 -0.001 0.004
O 1.131 9.467 23.164 -0.002 0.002 0.002
O 10.371 2.71 19.722 0 0 0.001
O 11.895 11.343 21.833 0.001 -0.001 0
O 16.742 11.631 16.939 0 -0.001 -0.001
O 2.726 9.375 16.235 -0.001 -0.001 0
O 6.78 14.72 17.104 0.001 0.001 -0.003
O 2.834 9.592 21.091 0 -0.001 0
O 4.488 2.165 11.742 -0.001 0.001 -0.002
O -1.208 3.662 10.396 0 -0.003 0.001
O 7.751 12.931 29.172 0.004 0.002 0.005
O 6.906 10.33 29.116 -0.004 0.003 0.003
O 11.173 2.736 14.782 0 0 0
O -3.463 16.965 30.49 -0.001 0.004 0.005
O 4.08 13.013 10.332 0.002 0.001 -0.001
O 8.395 4.257 28.881 0 -0.001 -0.001
O 8.984 5.51 26.569 -0.001 -0.001 -0.003
O 8.672 9.425 12.91 0.001 0 0.001
O 17.442 6.737 12.505 -0.001 -0.004 0.003
O 12.569 2.966 28.157 0.001 0.001 0.001
O 5.347 5.118 28.4 0.001 0.01 -0.004
O 12.022 13.353 27.045 0.002 -0.002 0
O -0.247 7.25 11.3 -0.005 -0.001 0.006
O 7.1 7.575 11.758 -0.002 -0.003 -0.003
O -3.809 17.127 9.882 -0.007 0 -0.001
O 17.134 12.962 28.18 0.005 0.003 0
O 0.747 15.775 12.11 0 0 0.001
O 9.679 -3.984 29.692 0.003 0.001 0
O 7.849 2.355 11.377 0 0 0.001
O 10.093 2.165 27.593 0.001 0 0.002
O 9.879 6.371 29.053 0.001 0.007 0.009
O 8.268 11.324 27.076 0 0.001 -0.002

Results
free energy: -262373.979 eV
free energy less fixed offsets of O -568.88, Si -635.61 eV per atom: -5.399 eV

The program warned: the cutoff lies below the one the program advises for these potential files; the forces do not sum to zero within the program's tolerance; the exchange-correlation potential is rough where the density is thin.
